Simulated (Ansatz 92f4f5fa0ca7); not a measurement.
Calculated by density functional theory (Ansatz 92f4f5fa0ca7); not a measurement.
Periodic cell of 422 atoms, Si266O156, from a study of silicon, its oxide and their interface. The atomic structure is a simulated model.
Doubt: the cutoff is far below the 930 eV that the study's wrapper takes by default for these files, so forces and energies are approximate.
This geometry differs little from another in the collection (a relaxation step or a small displacement).

Settings
functional: PBE
potential files: Ansatz PAW
basis: plane waves
wave-function cutoff: 580 eV
density cutoff ratio: 5
exchange-correlation grid ratio: 1
k mesh: 1 x 1 x 1, Gamma-centred
self-consistency stop: 5e-08 eV per atom in the density residual
occupations: fixed
spin: none
net charge: 0

Cell vectors (angstrom)
a	15.4687	0	0
b	0	12.8259	0
c	0	0	36.4499

Atoms and the computed forces on them: element, x, y, z (angstrom), force x, y, z (eV/angstrom)
Si	-0.0208	1.1703	33.7573	-0.0015	-0.0044	-0.007
Si	3.8546	1.1671	33.7689	0.0023	-0.0031	-0.0066
Si	7.699	1.17	33.7828	0.0024	-0.0021	-0.0074
Si	11.6022	1.1706	33.7827	-0.0015	-0.0007	-0.0074
Si	1.9269	7.5814	33.8028	0.0021	0.0037	-0.0079
Si	5.7943	7.5803	33.7816	0.0014	-0.003	-0.0063
Si	9.6632	7.5817	33.8	0.0029	-0.0019	-0.0067
Si	13.5247	7.584	33.7808	-0.0032	-0.0057	-0.0079
Si	1.9336	5.247	34.183	0.111	-0.0444	-0.0339
Si	5.8008	5.247	34.183	-0.048	-0.0442	-0.2033
Si	9.6679	5.247	34.183	-0.0818	0.0492	0.0819
Si	13.5351	5.247	34.183	0.0336	0.0191	0.0549
Si	0	11.6599	34.183	0.011	0.0856	-0.1119
Si	3.8672	11.6599	34.183	0.0663	-0.0381	-0.2008
Si	7.7343	11.6599	34.183	0.02	0.0679	-0.0776
Si	11.6015	11.6599	34.183	-0.0484	0.1218	-0.0905
Si	0	4.664	35.4197	0.0012	-0.0135	-0.0128
Si	3.8672	4.664	35.4197	-0.0154	0.0167	0.0068
Si	7.7343	4.664	35.4197	0.0129	-0.0119	-0.0169
Si	11.6015	4.664	35.4197	0.0027	-0.031	-0.0193
Si	1.9336	11.0769	35.4197	0.0158	-0.017	-0.0484
Si	5.8008	11.0769	35.4197	-0.0292	-0.0325	-0.0386
Si	9.6679	11.0769	35.4197	-0.0008	-0.0024	-0.0175
Si	13.5351	11.0769	35.4197	0.0229	-0.0395	-0.0524
Si	0	2.332	35.8319	-0.0618	-0.0048	-0.0683
Si	3.8672	2.332	35.8319	-0.0106	-0.0202	-0.0158
Si	7.7343	2.332	35.8319	-0.0976	0.0386	0.1127
Si	11.6015	2.332	35.8319	0.0677	0.0399	0.1008
Si	1.9336	8.745	35.8319	0.0108	0.0607	0.2428
Si	5.8008	8.745	35.8319	-0.0345	0.0106	0.0899
Si	9.6679	8.745	35.8319	-0.0182	0.0517	0.2175
Si	13.5351	8.745	35.8319	-0.0213	0.0067	0.1128
Si	1.9336	1.749	0.6188	0.0273	-0.0063	-0.0365
Si	5.8008	1.749	0.6188	-0.0318	0.0192	0.0092
Si	9.6679	1.749	0.6188	0.0057	-0.0266	-0.0312
Si	13.5351	1.749	0.6188	0.0053	0.0233	0.0021
Si	0	8.162	0.6188	0.0143	0.0095	0.0168
Si	3.8672	8.162	0.6188	0.0158	0.028	0.0192
Si	7.7343	8.162	0.6188	0.0017	0.0174	0.0074
Si	11.6015	8.162	0.6188	-0.0067	0.0311	0.0177
Si	0	5.83	1.031	0.0033	-0.0163	-0.0098
Si	3.8672	5.83	1.031	0.0173	0.0054	0.0203
Si	7.7343	5.83	1.031	-0.0202	-0.0016	0.0136
Si	11.6015	5.83	1.031	-0.0074	0.0242	0.0308
Si	1.9336	12.2429	1.031	-0.0045	0.0002	-0.0047
Si	5.8008	12.2429	1.031	0.0136	-0.0051	-0.0132
Si	9.6679	12.2429	1.031	0.0073	0.0067	0.0203
Si	13.5351	12.2429	1.031	-0.02	0.0271	0.0285
Si	1.9336	5.247	2.2678	0.0205	0.0171	0.0558
Si	5.8008	5.247	2.2678	-0.0265	0.001	0.0667
Si	9.6679	5.247	2.2678	-0.0641	-0.0369	-0.0237
Si	13.5351	5.247	2.2678	0.0943	-0.0408	-0.101
Si	0	11.6599	2.2678	0.1377	-0.0286	-0.0845
Si	3.8672	11.6599	2.2678	0.0113	-0.0091	0.0395
Si	7.7343	11.6599	2.2678	-0.0852	-0.0148	-0.1358
Si	11.6015	11.6599	2.2678	0.0348	0.0078	-0.0478
Si	1.9336	2.915	2.68	-0.0334	-0.0393	-0.0047
Si	5.8008	2.915	2.68	0.0358	-0.0322	-0.013
Si	9.6679	2.915	2.68	-0.0033	-0.0132	0.0117
Si	13.5351	2.915	2.68	-0.0022	-0.0538	0.0026
Si	0	9.328	2.68	-0.0061	0.0488	0.057
Si	3.8672	9.328	2.68	-0.0155	0.0325	0.0213
Si	7.7343	9.328	2.68	0.0052	0.0061	0.0474
Si	11.6015	9.328	2.68	-0.001	0.0167	0.0426
Si	0.1881	0.0317	27.1256	-0.0116	0.0292	-0.0249
Si	3.4071	-0.0648	27.1312	-0.0051	0.0148	-0.021
Si	8.0079	-0.3245	26.486	-0.0019	0.0187	-0.006
Si	11.0548	0.0679	26.3504	-0.0002	0.0028	0.0015
Si	1.7855	6.7928	27.1174	0.0165	0.0291	-0.0189
Si	6.2782	6.4554	26.5913	-0.0025	0.0189	0.0112
Si	9.4043	6.3348	27.2672	-0.0069	0.0156	0.0013
Si	14.2026	6.4032	26.6263	-0.0271	0.0163	-0.0176
Si	1.9309	3.7284	27.4348	-0.0037	-0.0391	0.0207
Si	5.854	3.6547	27.3779	-0.0011	-0.0114	0.0033
Si	9.6979	4.0619	27.5612	0.0071	-0.0204	-0.0116
Si	13.618	3.7479	27.6695	-0.0179	-0.0124	0.0148
Si	0.0018	10.54	27.5099	0.0001	-0.0321	-0.018
Si	3.9221	10.4947	27.4982	0.0035	-0.0202	-0.0097
Si	7.8198	10.2999	27.2527	-0.0018	-0.0318	-0.0151
Si	11.6625	10.0898	27.4637	0.0007	-0.0139	0.0027
Si	0.0894	3.4559	28.9128	0.0076	0.0057	-0.0074
Si	3.8951	3.3688	28.7001	-0.0122	0.0052	0.0052
Si	7.7528	3.5026	28.7961	-0.0173	0.0068	-0.0037
Si	11.6045	3.697	28.9001	0.023	0.0135	0.0018
Si	1.9509	9.9314	28.7588	-0.0063	-0.0088	0.0014
Si	5.8876	9.9848	28.7116	-0.0009	0.0095	0.0143
Si	9.6607	9.9081	28.7252	0.009	-0.0036	0.0067
Si	13.5856	9.909	28.8102	-0.0109	0.0124	0.0054
Si	-0.0184	1.1395	29.2319	-0.0185	0.0073	-0.0041
Si	3.8445	1.08	29.1993	0.0016	-0.0002	0.0127
Si	7.7351	1.2327	29.3519	-0.0027	0.004	-0.0072
Si	11.4848	1.3705	29.295	0.0026	-0.0085	-0.01
Si	1.8964	7.6401	29.2901	0.0037	0.0043	0.0106
Si	5.7767	7.7118	29.3942	-0.0077	-0.0088	-0.016
Si	9.6312	7.6107	29.2607	0.0024	0.0012	0.0106
Si	13.5526	7.6482	29.4415	-0.0068	0.0034	0.0017
Si	1.9154	0.5636	30.472	0.0137	-0.0053	0.0004
Si	5.7748	0.5546	30.4665	-0.0035	-0.0096	-0.0038
Si	9.6521	0.6327	30.5762	0.0063	-0.0036	0.0088
Si	13.4705	0.5971	30.396	0.0043	-0.0001	0.0002
Si	0.0248	7.0095	30.5753	0.0023	-0.0055	0.0101
Si	3.8269	7.025	30.5134	0.0028	-0.0103	0.0033
Si	7.7314	7.052	30.5404	0.0048	-0.0001	-0.0029
Si	11.557	7.0772	30.5471	-0.0023	-0.0013	-0.0096
Si	0.0338	4.6718	30.9289	0	0.0022	0.0026
Si	3.8636	4.6441	30.7696	-0.0016	0.0015	-0.0095
Si	7.7204	4.7021	30.8542	0.0066	-0.0026	0.003
Si	11.5875	4.7628	30.9673	-0.0027	0.005	-0.0009
Si	1.9573	11.07	30.85	-0.0071	0.0064	0.008
Si	5.8502	11.0608	30.8485	-0.0056	0	-0.0014
Si	9.6799	11.0952	30.8181	-0.0035	-0.0053	-0.004
Si	13.5335	11.1026	30.8576	0.0019	0.0049	0.0002
Si	1.9737	4.077	32.1139	0.0032	-0.0018	-0.0059
Si	5.7807	4.0914	32.0795	0	0.0011	-0.009
Si	9.6393	4.0998	32.1227	-0.0001	0.0021	-0.0083
Si	13.5387	4.087	32.125	-0.0033	-0.0028	-0.0074
Si	0.01	10.5138	32.0998	0.0022	0.0011	-0.0103
Si	3.8904	10.4842	32.0937	0.0058	0.0009	-0.0111
Si	7.7693	10.5066	32.1061	0.0006	0.0011	-0.0024
Si	11.5988	10.523	32.0974	-0.0004	0.0002	-0.0012
Si	1.9223	1.7422	32.5283	-0.0028	0.0039	-0.0053
Si	5.7749	1.7549	32.5151	0.0011	0.0047	0.0007
Si	9.6469	1.7789	32.611	-0.0003	0.0066	0.0017
Si	13.5085	1.744	32.4936	0.0023	0.0047	-0.0018
Si	0.0014	8.1957	32.5924	0.0033	0.0099	0.006
Si	3.847	8.1642	32.5724	-0.0043	0.0029	-0.005
Si	7.7395	8.1907	32.5865	-0.0017	0.006	0.0027
Si	11.5813	8.2173	32.5881	0	0.003	-0.0021
Si	0	2.332	3.9167	0.1244	-0.0753	-0.0444
Si	3.8672	2.332	3.9167	-0.0672	0.0024	0.385
Si	7.7343	2.332	3.9167	-0.1664	-0.0377	-0.1703
Si	11.6015	2.332	3.9167	0.0452	-0.0208	0.0356
Si	1.9336	8.745	3.9167	0.1342	0.0146	-0.0491
Si	5.8008	8.745	3.9167	-0.0651	-0.0115	0.1442
Si	9.6679	8.745	3.9167	-0.0013	-0.1425	-0.037
Si	13.5351	8.745	3.9167	-0.0319	-0.0001	0.1
Si	1.9458	6.419	4.3357	-0.0039	0.0043	0.0052
Si	5.7854	6.42	4.3345	-0.0039	0.003	0.0062
Si	9.6614	6.4136	4.3247	0.0013	0.0074	0.0068
Si	13.5607	6.4154	4.3128	0.0011	0.0025	0.0045
Si	0.0447	12.8185	4.3234	0.004	0.0007	0.0008
Si	3.8833	12.8092	4.35	-0.0009	-0.0002	0.0049
Si	7.7168	12.8177	4.3153	-0.0005	-0.0008	0.0018
Si	11.611	12.8131	4.3329	0.0081	0.0023	0.0055
Si	0.0195	5.8382	5.571	-0.0003	-0.0078	0.0061
Si	3.8608	5.8408	5.6005	0.0052	-0.0026	-0.0018
Si	7.7146	5.8614	5.5779	-0.0032	-0.0121	-0.002
Si	11.6248	5.8363	5.5143	-0.0005	0.0052	0.0011
Si	1.9621	12.2227	5.6095	-0.003	-0.0045	-0.0003
Si	5.819	12.1894	5.5887	0.0016	-0.0036	-0.0011
Si	9.6422	12.1763	5.498	-0.0051	0	-0.0088
Si	13.5833	12.2042	5.5167	-0.0002	-0.0038	-0.0109
Si	0.0283	3.5259	5.9514	0.0002	0.0079	0.0021
Si	3.8308	3.4975	6.0377	-0.0024	-0.0009	-0.0006
Si	7.6743	3.5383	5.9299	-0.0099	0.0061	0.008
Si	11.6128	3.4892	5.9876	-0.0014	0.0056	0.006
Si	1.9557	9.8661	5.9971	-0.0006	0.0026	0.0023
Si	5.8177	9.8516	6.0321	-0.0038	-0.0032	0.0044
Si	9.6426	9.8663	5.9898	-0.0065	-0.0023	-0.0039
Si	13.5354	9.892	6.0073	0.0018	0.0012	0.0007
Si	1.8694	2.9503	7.3112	0.002	-0.0002	0.0042
Si	5.8006	2.8855	7.2167	0.012	-0.0072	-0.0132
Si	9.59	2.8778	7.0767	0.0007	-0.0069	0.0014
Si	13.6116	2.8972	7.1736	0.0031	-0.0079	-0.0003
Si	0.0188	9.2198	7.1966	-0.0001	-0.0018	0.0034
Si	3.8696	9.3393	7.3063	0.0005	-0.0069	0.0095
Si	7.7544	9.2363	7.2959	-0.0048	0.0062	0.0009
Si	11.5647	9.4445	7.2875	0.0093	-0.004	0.005
Si	-0.0325	6.9034	7.6907	0.0016	0.0019	-0.0063
Si	3.8539	6.9531	7.7054	-0.0039	0.0174	-0.0102
Si	7.7455	6.873	7.734	0.0038	0.0087	-0.0035
Si	11.6243	7.033	7.5385	0.0042	0.004	-0.0134
Si	1.974	13.4428	7.6685	0.0003	0.0079	-0.0151
Si	5.8597	13.3993	7.6222	-0.0018	0.015	-0.0005
Si	9.626	13.4065	7.4736	-0.0089	0.0109	0.0134
Si	13.6956	13.3849	7.5345	0.0066	0.0084	-0.0023
Si	1.9075	6.3774	8.9628	-0.0007	0.0056	0.0126
Si	5.7686	6.2194	8.9294	0.0026	-0.017	-0.0238
Si	9.8072	6.1585	8.7142	-0.0141	-0.0282	-0.0065
Si	13.4284	6.3014	8.851	0.0042	-0.0015	0.0185
Si	0.1056	12.6379	8.8615	-0.0116	-0.004	0.0029
Si	3.9394	13.059	8.9354	0.0002	0.0007	0.0162
Si	7.7872	12.8514	8.8841	0.0182	0.0071	-0.0095
Si	11.645	13.2077	8.6215	-0.0055	0.0008	0.003
Si	-0.3247	3.8395	10.8024	-0.0058	0.0153	0.0105
Si	5.8819	3.8788	9.3618	0	0.0023	-0.0006
Si	9.7231	3.794	9.2187	0.0072	0.0014	-0.0032
Si	13.3617	3.9032	9.2979	-0.0104	-0.0002	0.0027
Si	0.1717	10.3037	9.2664	-0.0005	-0.0025	-0.007
Si	3.7968	10.6562	9.334	0.0257	-0.0108	0.0027
Si	7.6559	10.5639	9.2584	-0.003	-0.0143	0.0074
Si	11.6993	10.9038	9.2476	-0.025	0.0055	-0.0006
Si	1.6561	4.0745	9.4476	0.0049	-0.0058	-0.0142
Si	4.2473	2.8889	10.7697	-0.0057	-0.027	0.0255
Si	7.8335	3.3102	10.5719	0.0031	0.0231	0.0006
Si	11.5719	2.4454	9.9108	0.0075	0.0077	-0.0099
Si	2.062	9.7951	10.6934	0.0029	0.0073	0.0154
Si	5.7377	10.1726	10.5065	-0.0215	-0.002	-0.0172
Si	9.1704	10.0844	10.9573	-0.0093	0.0291	-0.0249
Si	13.5673	10.013	10.2752	0.0149	0.0281	0.0032
Si	0.1357	1.0172	11.9088	0.0051	-0.011	-0.007
Si	4.0922	3.276	13.9743	0.0004	0.0027	-0.0042
Si	8.0103	1.0381	11.0587	-0.0258	-0.021	0.0091
Si	11.0781	1.2691	11.866	0.0054	0.0003	-0.0121
Si	2.3369	7.4265	11.0826	-0.0131	-0.0094	-0.0186
Si	5.494	7.092	11.0788	0.0019	0.0173	0.034
Si	10.0517	7.0958	10.8028	0.0175	0.0052	0.0087
Si	13.1192	7.7188	10.7338	0.001	-0.0293	0.0009
O	11.6017	7.3434	11.2929	-0.0049	0.0025	0.0003
O	3.8866	6.9399	11.5062	0.0112	-0.0026	0.0039
O	0.2592	6.9343	26.5252	0.0289	0.0133	-0.012
O	7.9014	6.6363	26.6115	0.0142	0	-0.0159
O	9.5038	-0.0443	25.8301	-0.0031	0.0008	-0.0101
O	1.8074	0.162	26.7713	0.0088	-0.0019	0.0037
O	9.5341	13.5186	11.645	0.0008	-0.0019	0.0077
O	1.6801	13.9493	12.4241	-0.0048	0.001	0.0026
O	4.1822	13.0089	12.7225	-0.0004	0.0015	0.0027
O	1.3031	6.999	12.3187	0.0112	0.0028	0.003
O	7.7641	3.9877	12.1036	-0.002	-0.0068	-0.0022
O	6.8535	13.497	12.2005	0.0282	0.0147	-0.0072
O	14.6526	12.9565	12.9064	0.0034	0.0058	0.0057
O	9.3205	5.9998	11.7456	-0.0029	-0.0037	0.0016
O	2.0354	10.6405	12.1429	-0.0055	-0.0083	-0.0157
O	5.7887	11.1556	11.8059	0.0065	-0.002	0.0033
O	-0.4326	2.5374	11.8049	-0.0019	0.0049	-0.0003
O	15.0278	5.0778	11.8804	0.0007	-0.0172	-0.0031
O	8.82	10.5991	12.4882	0.0049	-0.0012	0.004
O	3.3006	1.8929	14.4406	0.001	-0.0002	0.0012
O	11.086	2.4258	13.018	-0.0036	-0.0047	0.0114
O	13.7173	10.8088	11.714	0.0027	-0.0101	-0.0061
O	12.0341	12.8302	12.349	-0.012	0.0021	0.0056
O	6.5616	6.341	12.0912	-0.0094	0.0005	-0.0071
O	13.3006	2.3812	26.8363	-0.0002	-0.0094	-0.0219
O	9.9264	3.4162	26.0299	-0.0025	0.0047	0.013
O	14.0465	17.6223	26.4627	0.0009	-0.0358	-0.0134
O	7.9376	9.2593	25.9391	-0.0025	0.0098	0.0162
O	5.5024	7.4398	25.5423	0.0017	-0.0044	-0.0075
O	6.844	0.131	25.4198	0.0071	-0.0038	-0.0058
O	13.3055	7.0692	25.4659	0.0064	-0.0018	-0.0017
O	4.2237	9.7707	26.0144	0.0001	0.014	0.007
O	14.6983	0.5269	25.8271	0.0192	-0.0156	0.0076
O	4.2019	0.4834	25.7918	-0.0114	-0.0082	-0.002
O	2.8308	7.6128	26.1877	0.0046	0.0017	-0.0044
O	1.5934	2.8967	26.0426	-0.0005	0.0007	0.0101
O	10.6406	6.6057	26.2068	-0.0038	-0.013	0.0013
O	12.0054	0.8137	25.2467	-0.0025	0.0001	-0.0132
O	5.8953	4.9011	26.2818	-0.002	-0.0098	-0.0052
O	0.0207	9.7993	26.0136	0.0001	0.0057	0.0177
Si	1.0784	9.2835	18.1403	-0.0045	0.0043	0.0007
Si	8.5227	1.6493	22.461	0.0024	-0.004	0.0093
Si	13.5012	11.2312	22.7443	-0.0036	-0.0007	0.0092
Si	5.599	1.1897	25.3298	0.002	0.0041	0.0164
Si	0.6157	0.014	23.2641	0.0001	-0.0022	0.005
Si	8.0231	7.164	14.859	-0.0012	-0.0005	-0.0038
Si	11.8683	4.6561	16.3355	0.0018	0.004	-0.0008
Si	10.5697	10.328	22.7807	-0.0023	0.0073	0.0149
Si	12.4967	0.408	16.2918	0.0016	-0.0013	0.0012
Si	7.808	11.467	22.4113	-0.002	0.0015	0.0124
Si	3.2053	8.9126	20.2927	0.0009	0.0045	-0.0004
Si	14.918	12.0824	17.7931	0.0057	0	-0.0018
Si	0.2277	10.0951	24.4264	-0.0041	0.0066	0.0069
Si	12.6968	11.4077	19.8982	0.0036	0.0027	0.0027
Si	-0.2405	6.5034	12.636	-0.0023	-0.0015	-0.009
Si	14.7826	5.5492	15.6135	-0.0033	-0.0017	-0.0007
Si	11.0344	2.4096	14.6277	-0.003	0.0018	0.006
Si	2.8103	0.6402	13.4963	-0.0004	-0.007	-0.0078
Si	11.0753	9.6367	17.7835	0.001	-0.0011	-0.0004
Si	8.6077	6.2503	23.0619	-0.0065	0.0039	0.0108
Si	5.1624	10.8789	15.1017	0.0009	-0.0013	-0.004
Si	6.1316	3.4555	16.457	0.0009	0.0001	0.0009
Si	1.6637	2.907	24.4016	0.0058	-0.0002	0.0001
Si	8.811	1.7095	16.4944	0.0007	0.0001	-0.0006
Si	2.2876	8.1917	15.3734	-0.0021	-0.0025	-0.0039
Si	2.9496	0.5108	21.2611	0.0023	-0.0026	0.0007
Si	3.4245	3.4208	17.7026	0.0011	-0.0039	0.0018
Si	1.651	4.2157	19.7702	-0.002	-0.0047	-0.0027
Si	11.2576	1.2522	20.9475	0.0009	-0.0023	0.0012
Si	5.1462	11.3075	20.7178	-0.0061	0.0016	0.0053
Si	13.3571	11.9472	12.7935	-0.002	0.0022	0.0004
Si	0.9668	5.282	22.6584	0.0006	0.0006	0.0059
Si	7.2692	5.4772	18.623	0.001	0.0015	0.0011
Si	15.2197	6.4612	18.6474	0.0008	0.0044	-0.0003
Si	11.8774	10.6481	15.1334	0.0005	0.0021	0.0016
Si	8.3117	9.2272	24.3483	0.0041	0.0045	0.0031
Si	2.106	5.029	15.3819	-0.0034	0.0026	-0.0035
Si	1.5762	1.4808	18.6992	-0.0031	-0.0015	-0.0025
Si	2.2713	8.0024	23.1085	-0.0005	-0.0043	0.0101
Si	9.1306	9.9957	13.9828	0.004	0.0018	0.0004
Si	5.2387	7.9811	15.5385	-0.0031	0.001	-0.003
Si	9.8058	6.7944	17.4682	0.0049	-0.0025	0.0026
Si	4.0924	8.2649	25.3978	-0.0046	-0.001	-0.0038
Si	2.3734	10.6573	13.7408	0.0003	-0.0014	-0.0087
Si	5.6924	10.9133	17.8954	0.0035	-0.0004	-0.0004
Si	4.3814	2.7237	22.9316	-0.0015	0.0035	0.0071
Si	8.617	11.4002	16.7411	-0.0042	0.0005	0.003
Si	11.2065	7.4793	22.3298	0.001	-0.0004	0.0088
Si	11.7519	7.5551	25.489	-0.0034	0.0142	0.0017
Si	13.6954	5.7232	21.3579	0.0025	0	-0.0009
Si	6.7884	4.1632	21.5025	-0.0025	0.0003	0.0023
Si	12.6407	3.1082	22.9682	0.0043	-0.0045	0.0063
Si	7.9526	5.552	12.4972	0.0067	-0.0003	0.01
Si	13.4528	1.5626	25.4515	-0.0017	0.0151	0.0124
Si	9.8591	3.6883	24.4168	-0.0075	0.0005	0.0048
Si	11.2184	2.4063	18.1774	0.0012	-0.0008	-0.0046
Si	5.7204	12.4527	12.7558	-0.0103	-0.0122	0.0027
Si	5.2142	7.8085	18.4995	0.0058	0.0024	0.0027
O	3.0049	4.613	16.671	-0.0016	0.0035	-0.0022
O	13.3063	4.8813	15.6223	-0.0016	-0.0016	0.001
O	1.8035	6.6394	15.3304	0.0027	-0.0012	0.0031
O	0.1946	10.6062	17.671	-0.0004	-0.0012	0.0006
O	2.4575	2.1212	17.4797	0.0014	0.0017	-0.0009
O	9.3654	11.1172	21.9743	0	-0.0021	-0.01
O	4.7936	7.3978	16.9914	-0.0011	-0.0023	-0.0045
O	0.7449	4.116	23.7799	0.0009	-0.0051	-0.0027
O	12.3831	1.6169	15.1835	-0.0032	0.0033	-0.0042
O	13.8987	12.055	19.0413	-0.0023	0.0001	-0.0008
O	7.6066	2.7595	21.6937	0.0003	-0.0014	-0.0054
O	7.7534	0.2387	22.7957	-0.0014	0.0006	-0.0094
O	12.0679	9.6442	16.4386	-0.0006	0.0007	-0.0023
O	5.6079	9.3749	18.4141	-0.0015	-0.0015	-0.0007
O	13.4573	10.7454	21.1866	-0.0004	-0.0001	-0.0032
O	10.757	9.9557	14.1749	-0.0063	-0.0031	-0.0006
O	11.4379	12.0838	15.795	0.0011	-0.0005	0.0006
O	6.3996	7.0282	14.9683	-0.0026	-0.0015	0.0004
O	10.5096	8.1298	18.1288	-0.0003	0.0005	-0.0001
O	12.4854	6.7786	21.6219	-0.0067	0.0034	-0.0043
O	3.2269	3.2477	23.983	-0.0061	0.0017	-0.0047
O	3.482	1.94	21.8218	0.0005	0.0045	-0.0039
O	2.1701	9.7107	19.2932	0.0017	-0.0024	-0.0018
O	1.9434	6.4169	23.2909	-0.0001	0.0014	-0.0073
O	6.9095	4.4851	19.8866	-0.0007	-0.0002	-0.0005
O	11.3424	3.7726	23.7227	-0.0027	0.0032	-0.0068
O	11.6967	12.6006	20.4108	-0.0024	0.002	-0.0017
O	1.6063	9.3716	14.4274	0.0001	0.0053	0.0012
O	11.2834	2.3925	19.7844	-0.0002	-0.0016	0.0007
O	11.8826	11.2696	23.1548	-0.0007	0.0008	-0.0117
O	1.6466	4.5756	21.3484	-0.0018	0.0024	0.0048
O	2.9665	4.485	14.09	0.0026	-0.0022	0.0012
O	5.2834	3.8629	22.1416	-0.001	-0.0009	-0.007
O	4.3735	9.8816	20.8732	0.0001	-0.0021	-0.0045
O	11.9027	10.2577	19.0502	-0.0028	-0.0036	-0.0063
O	14.8083	6.3262	17.065	-0.0004	-0.0011	-0.0077
O	14.4653	12.6029	22.8785	0.0023	0.0014	-0.0089
O	8.7683	7.2506	16.2933	-0.0026	0.0025	-0.0006
O	9.0517	2.399	23.8145	0.0015	0.0026	-0.0077
O	1.0409	1.4674	23.9035	-0.0009	0.0063	-0.0032
O	8.4969	8.4905	14.0322	0.0011	0.0019	-0.0004
O	11.3942	7.5447	23.9292	-0.0032	-0.0028	-0.0121
O	9.8587	9.77	24.1592	-0.0001	-0.0021	-0.009
O	0.9768	11.549	24.2211	0.0014	-0.0014	-0.0084
O	1.5812	-0.0748	21.9446	-0.0047	-0.0014	-0.0024
O	3.7136	8.3219	23.8142	0.0008	0.0015	-0.0027
O	9.6693	2.5209	17.6385	-0.001	0.0004	-0.003
O	6.0446	12.0131	14.3155	0.0002	0.0047	-0.0049
O	9.1079	5.1246	24.1531	0.0023	-0.0065	-0.0029
O	13.2464	4.2178	21.9005	-0.0026	-0.0042	-0.0062
O	6.7909	4.791	17.1879	-0.0005	-0.0001	-0.0007
O	3.1882	4.0075	19.2206	0.0016	-0.0002	-0.006
O	16.0273	4.4589	15.5045	0.0028	-0.0011	0.0026
O	3.8091	8.0134	14.782	0.0024	-0.0003	0.0005
O	8.1361	7.6848	23.7593	-0.0003	0.0002	-0.0086
O	5.2329	11.816	19.1636	0.0005	-0.0006	-0.0012
O	6.4635	6.871	18.9322	0.0015	-0.0024	-0.0027
O	14.0756	5.969	19.7531	-0.0024	-0.0016	0.0018
O	1.0125	5.46	18.9243	0.0014	-0.0014	-0.0018
O	5.9302	9.4642	15.4081	0.0015	-0.0009	0.002
O	10.9835	3.935	15.176	-0.0018	-0.002	-0.0001
O	9.777	10.5748	17.5146	0.0006	-0.0008	-0.0018
O	16.3503	2.7666	19.4976	0.001	0.0012	-0.0013
O	5.3885	3.6011	14.9678	-0.0038	-0.001	-0.0013
O	7.2329	11.0788	17.4907	-0.0005	0.0009	-0.0031
O	2.3376	8.3212	21.5218	-0.0002	-0.0013	-0.005
O	0.5187	0.4465	18.054	0	0.0002	-0.001
O	2.5876	0.6681	19.6864	0.0011	-0.0004	0.0018
O	8.7599	12.9938	16.952	0.0017	0.001	0.0003
O	11.0657	5.9779	16.83	0.001	-0.0018	-0.0009
O	7.3909	5.5013	22.2581	0.0025	0.0038	-0.0072
O	13.9911	-0.2574	16.5036	-0.0036	0	-0.0005
O	11.0332	9.0422	21.8583	0.0001	-0.0015	-0.0096
O	7.3236	2.3495	16.3226	-0.0022	0.0001	0.0016
O	14.2326	10.1145	23.6842	0.0063	-0.0041	-0.0066
O	13.1419	11.0765	14.1782	0.0022	-0.001	-0.0006
O	1.9796	8.7288	16.8852	0.0033	-0.0031	-0.0041
O	3.9457	7.6637	19.5178	-0.0027	-0.0011	-0.0019
O	12.0656	3.6875	17.6395	-0.0002	0.0013	-0.0031
O	8.879	5.8921	18.5039	-0.0002	0.0008	-0.0036
O	8.5525	10.9584	15.1657	-0.0009	-0.0047	-0.0032
O	8.3397	5.7734	14.0667	-0.0015	-0.0056	-0.0127
O	13.6635	2.5395	24.1444	0.0018	-0.0057	-0.001
O	15.0433	6.0346	22.2364	0.0041	0.0024	-0.0033
O	9.841	6.6121	22.0314	0.0014	0.0024	-0.0089
O	0.1497	8.063	18.7697	0.0019	0.001	-0.0008
O	11.9241	1.0129	17.6889	0.0002	-0.0019	-0.0013
O	12.2529	1.7734	22.1184	0.0035	0.0045	-0.0037
O	6.6796	11.2226	21.2605	0.0078	-0.0001	-0.0027
O	7.403	10.3767	23.5905	-0.0038	-0.0012	-0.0109
O	5.4031	1.7747	23.8136	0.0031	-0.0027	-0.0099
O	4.2197	-0.4676	21.5325	-0.0013	0.0007	-0.0066
O	14.8575	6.4458	14.2281	-0.0003	0.0004	-0.0006
O	1.1057	8.8992	23.7896	-0.0037	0.0021	-0.0072
O	4.9652	2.9578	17.4901	0.0015	0.0003	-0.0027
O	3.9564	10.5086	14.0838	-0.0025	0.0013	0.004
O	9.7401	1.1994	21.492	-0.0023	0.0017	-0.0057
O	2.0923	-0.6302	14.2845	0.0005	0.002	0.0036
O	4.7404	11.3574	16.6177	-0.0025	-0.0002	-0.0024
O	9.6238	1.7239	15.0777	0.0054	0.0002	-0.0048
O	7.834	13.3209	27.8756	0.0016	-0.0044	-0.0095
O	0.0953	0.4334	10.3952	-0.0006	0.0022	0.0033
O	13.5148	6.7105	28.0693	-0.0155	0.0031	0.0184
O	4.5556	15.9028	12.3989	0.007	0.0014	-0.0163
O	2.8134	3.6309	10.5464	-0.0069	0.009	-0.0041
O	2.245	5.2521	26.9334	0.0093	0.0025	-0.016
O	11.7527	11.4497	26.5607	0.002	-0.0096	-0.0088
O	4.106	1.3153	10.2264	0.0086	-0.0003	-0.0135
O	14.1719	7.5583	11.9895	-0.0072	0.0066	-0.0025
O	-4.4013	0.7883	27.8004	-0.0007	0.0051	0.0158
O	-4.8289	10.6367	10.5039	0.0254	0.0003	-0.0045
O	5.9509	2.3553	26.3942	0.003	0.0056	-0.0094
O	9.1913	8.4583	11.0013	-0.0019	-0.0199	0.0119
O	5.6526	6.7174	28.0687	-0.001	0.008	0.0089
O	11.7051	-3.8782	26.2958	0.0013	0.0008	-0.0072
O	5.8453	8.6777	11.1777	0.0006	0.0161	-0.0055

Results
free energy: -257822.686 eV
free energy less fixed offsets of O -568.88, Si -635.61 eV per atom: -5.146 eV

The program warned: the cutoff lies below the one the program advises for these potential files; the exchange-correlation potential is rough where the density is thin.
